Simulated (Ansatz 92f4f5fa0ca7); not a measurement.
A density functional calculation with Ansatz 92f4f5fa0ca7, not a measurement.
Periodic cell of 273 atoms, Si162O105As6, from a study of silicon, its oxide and their interface. The atomic structure is a simulated model.
Doubt: the cutoff is low for norm-conserving oxygen, so forces and energies are approximate.
Doubt: the program's own warning below bears on the result.

Settings
functional: HSE06
potential files: SPMS norm-conserving
basis: plane waves
wave-function cutoff: 800 eV
density cutoff ratio: 4
exchange-correlation grid ratio: 1
k mesh: 1 x 1 x 1, Gamma-centred
occupations: fixed
spin: none
net charge: 0

Cell vectors (angstrom)
a	11.6015	0	0
b	0	13.3963	0
c	0	0	31.1303

Atoms: element, x, y, z (angstrom)
As	-0.0684	-0.0548	24.0912
Si	3.8496	-0.0757	24.327
Si	7.7017	0.0487	24.5949
Si	1.8158	3.2241	24.1111
Si	5.8833	3.4415	24.4693
Si	9.5064	3.3696	24.4658
As	-0.0785	6.6909	24.1392
Si	3.862	6.6965	24.2115
As	7.7017	6.7022	24.2791
Si	1.7871	10.0179	24.3798
Si	5.8656	10.1315	24.6143
Si	9.6392	9.8431	24.5135
Si	-0.0946	2.1719	25.0793
Si	3.8479	2.2377	24.9532
Si	7.6873	2.2464	25.4413
Si	1.8814	5.513	24.9754
Si	5.763	5.6495	25.2701
Si	9.6441	5.6101	25.2625
Si	-0.0087	8.8102	25.3145
Si	3.8288	8.9496	25.0346
Si	7.6892	8.8418	25.3854
Si	1.8504	12.2834	25.1549
Si	5.7553	12.3336	25.3734
Si	9.6608	12.1929	25.1407
Si	-0.0261	2.2289	27.4887
Si	3.8468	2.2343	27.4278
Si	7.7195	2.2384	27.7417
Si	1.9322	5.5402	27.4266
Si	5.7554	5.597	27.6161
Si	9.6714	5.5765	27.6076
Si	0.0161	8.8937	27.6448
Si	3.848	8.9224	27.474
Si	7.7232	8.9098	27.7001
Si	1.9151	12.2792	27.5405
Si	5.7659	12.3077	27.6915
Si	9.656	12.2419	27.5369
Si	1.9227	1.1273	28.3143
Si	5.7478	1.1465	28.3936
Si	9.6805	1.0872	28.365
Si	0.0155	4.4479	28.3355
Si	3.8305	4.4413	28.3306
Si	7.7132	4.4986	28.3902
Si	1.9579	7.7601	28.339
Si	5.7563	7.8222	28.384
Si	9.6753	7.7986	28.4064
Si	-0.0049	11.15	28.3607
Si	3.8341	11.14	28.357
Si	7.7178	11.1673	28.3829
Si	1.9336	1.1164	30.7353
Si	5.8008	1.1164	30.7353
Si	9.6679	1.1164	30.7353
Si	0	4.4654	30.7353
Si	3.8672	4.4654	30.7353
Si	7.7343	4.4654	30.7353
Si	1.9336	7.8145	30.7353
Si	5.8008	7.8145	30.7353
Si	9.6679	7.8145	30.7353
Si	0	11.1635	30.7353
Si	3.8672	11.1635	30.7353
Si	7.7343	11.1635	30.7353
Si	0	0	0.3944
Si	3.8672	0	0.3944
Si	7.7343	0	0.3944
Si	1.9336	3.3491	0.3944
Si	5.8008	3.3491	0.3944
Si	9.6679	3.3491	0.3944
Si	0	6.6981	0.3944
Si	3.8672	6.6981	0.3944
Si	7.7343	6.6981	0.3944
Si	1.9336	10.0472	0.3944
Si	5.8008	10.0472	0.3944
Si	9.6679	10.0472	0.3944
Si	0.0407	0.0008	2.7691
Si	3.9181	0.0204	2.7257
Si	7.7671	0.0182	2.7503
Si	1.9439	3.3619	2.7734
Si	5.7775	3.352	2.7287
Si	9.6913	3.3665	2.7745
Si	0.0351	6.6776	2.7374
Si	3.8658	6.7129	2.7623
Si	7.7575	6.7391	2.7901
Si	1.9776	10.0062	2.7799
Si	5.8196	10.0313	2.8097
Si	9.6545	10.0523	2.7941
Si	0.0294	2.2348	3.5684
Si	3.8643	2.2308	3.5717
Si	7.7186	2.2676	3.4872
Si	1.9564	5.5918	3.6088
Si	5.8021	5.5878	3.4526
Si	9.7065	5.6147	3.5556
Si	0.0024	8.8978	3.4884
Si	3.9117	8.9003	3.6847
Si	7.7395	8.9438	3.7162
Si	2.0193	12.2693	3.4493
Si	5.8377	12.2928	3.5183
Si	9.6948	12.3012	3.5767
Si	0.0642	2.2674	5.9429
Si	3.8973	2.2204	5.9489
Si	7.6739	2.2575	5.8239
Si	1.9678	5.566	5.9986
Si	5.7623	5.4976	5.7655
Si	9.772	5.6088	5.9268
Si	0.015	8.8628	5.8269
Si	3.9726	8.8359	6.1473
Si	7.7268	8.9357	6.1892
Si	2.1118	12.239	5.7733
Si	5.8586	12.3753	5.8658
Si	9.7293	12.3253	5.9665
Si	1.9781	1.0065	6.7112
As	5.8292	1.1547	6.9666
Si	9.6319	1.2433	6.6069
As	0.0486	4.4566	7.0047
As	3.9129	4.4269	6.9552
Si	7.7613	4.5186	6.5561
Si	1.9172	7.8423	6.8226
Si	5.886	7.5229	6.9307
Si	9.7365	7.8475	6.8749
Si	0.1472	11.1366	6.3735
Si	4.0566	11.1364	6.7626
Si	7.7428	11.3156	6.8174
O	1.9745	0.6994	8.3528
O	4.3666	11.1868	8.4098
O	7.7298	4.8199	8.1953
O	9.8828	7.9563	8.546
O	6.0309	6.8868	8.52
O	1.691	7.9915	8.4715
O	9.3705	1.6002	8.1997
O	0.5658	11.0321	7.9746
O	7.5419	11.7599	8.4314
O	6.2773	10.5961	23.0607
O	3.9832	13.0894	22.6736
O	6.3504	3.7376	22.8831
O	1.6534	3.012	22.4469
O	9.0697	3.4183	22.8409
O	7.5605	0.3148	22.9715
O	1.4371	9.9429	22.7431
O	4.0086	6.6839	22.5163
O	9.692	9.3813	22.9158
Si	3.3145	13	21.1776
Si	11.82	1.7715	11.4993
Si	-0.789	13.6313	15.6527
Si	7.2388	3.6246	11.3245
Si	8.8294	9.3245	14.9205
Si	10.4344	0.937	19.9201
Si	1.7384	3.997	18.3684
Si	8.8608	10.2722	11.9472
Si	4.9125	-2.9388	12.6759
Si	3.6042	0.4703	14.768
Si	10.1909	6.6927	15.4182
Si	11.0483	-0.9681	12.9107
Si	5.7943	7.1575	18.6376
Si	13.4163	0.0395	9.8325
Si	7.692	3.5905	21.9529
Si	11.4864	11.1306	9.4322
Si	4.4636	-5.6301	21.3658
Si	1.4927	2.2626	20.9928
Si	6.1709	-4.2302	16.316
Si	-4.5594	5.8141	9.2962
Si	4.4018	4.8993	16.8941
Si	9.23	15.0242	9.8077
Si	1.6562	8.7584	9.9141
Si	8.4615	-1.4194	9.7649
Si	9.467	7.6604	10.1111
Si	2.0685	-2.2071	13.8009
Si	6.4146	9.9103	21.6029
Si	-0.9754	11.9355	18.0586
Si	5.6799	-1.547	15.3167
Si	1.368	2.4856	15.6711
Si	6.8763	3.4556	15.849
Si	3.8445	11.0762	9.951
Si	5.5791	2.3942	13.4862
Si	10.9825	6.2028	18.3329
Si	-2.406	8.938	21.4425
Si	1.1668	4.3621	13.1877
Si	5.8265	7.585	13.6526
Si	3.9984	5.1363	13.8705
Si	8.0705	5.4489	13.7691
Si	7.5401	-0.8786	17.4364
Si	8.7452	15.1148	17.4369
Si	13.7702	10.0208	21.2828
Si	11.4931	9.2112	19.2676
Si	0.0843	8.9919	14.4806
Si	5.8155	-1.1942	19.8278
Si	7.827	0.6877	21.4263
Si	8.4321	6.2019	20.223
Si	0.274	7.1675	11.9576
O	9.3985	0.5169	21.0928
O	7.1508	-1.0676	15.8571
O	10.9758	-0.4952	19.336
O	1.3759	-3.4133	14.7234
O	-1.2629	9.2812	20.3794
O	11.3899	-0.7591	16.803
O	6.4342	4.7718	10.433
O	1.2087	2.9353	17.2313
O	7.4313	2.235	21.0723
O	8.68	13.5327	10.2202
O	4.4588	1.1912	13.5391
O	-1.2251	9.8754	14.9689
O	-0.0391	1.834	20.6549
O	1.9576	3.2834	19.8146
O	7.2614	6.7383	19.2186
O	5.1978	-2.9314	16.0714
O	-0.1315	7.7649	18.5073
O	0.6648	5.219	18.5379
O	9.7597	1.8569	18.7192
O	4.9903	10.9471	11.1119
O	3.7003	5.3139	15.4711
O	1.5928	7.6051	11.0776
O	2.3644	0.894	20.9693
O	11.6091	7.5438	15.2765
O	8.2206	2.782	10.3385
O	1.2974	9.4515	20.0386
O	7.6891	9.7548	16.009
O	8.812	7.3545	21.3241
O	2.734	4.7168	12.9463
O	6.6524	2.25	14.7382
O	3.06	-0.9165	10.2428
O	6.2807	2.4732	12.0113
O	11.1691	0.5654	12.3791
O	5.9197	8.3693	21.7843
O	0.8922	11.6767	12.7963
O	7.2441	6.8097	13.3158
O	3.3225	-2.9483	13.0853
O	5.9843	8.5821	17.8306
O	8.0628	3.1005	16.9263
O	7.5439	0.7009	17.8447
O	7.8199	11.1731	11.0468
O	11.2238	10.4329	18.2211
O	13.252	1.2781	10.8788
O	5.4708	3.6832	16.659
O	2.5167	11.5875	21.0155
O	5.2521	6.1117	17.5387
O	5.5441	10.76	20.5368
O	4.6737	7.1884	19.8487
O	9.0038	11.8664	17.7914
O	0.4573	12.5311	10.0348
O	12.0596	5.7935	12.8262
O	12.1457	3.1623	12.2796
O	-2.6359	7.7648	15.3695
O	4.436	13.0533	19.9847
O	7.3217	4.8311	15.0882
O	-2.4265	8.9928	10.9954
O	12.6926	3.8162	14.7429
O	11.5499	8.4665	12.9253
O	9.8818	11.2756	9.3223
O	5.0075	3.8963	13.6916
O	3.2076	4.5215	17.9196
O	4.697	13.1018	15.7078
O	3.4446	9.0247	21.3693
O	8.1516	6.7083	10.0854
O	7.9328	9.8837	21.0506
O	9.8009	5.8485	19.4031
O	0.3466	9.7389	10.1515
O	10.0797	11.349	12.1696
O	0.2924	1.3597	15.2415
O	7.0002	-0.3726	20.548
O	5.5515	-4.4489	12.7787
O	-1.1487	12.667	14.404
O	8.0745	4.3941	12.5171
O	9.6515	5.6821	14.224
O	5.672	11.513	13.6974
O	-2.0984	1.0404	16.1652
O	10.3424	5.9371	16.8458
O	5.8168	7.9955	15.2357
O	10.6633	6.8836	10.9009
O	10.7088	2.0443	10.3495
O	2.5682	12.6336	14.4206
O	8.3222	9.7227	13.4007
O	4.6185	6.5379	13.328
O	6.3148	-1.5139	18.3131
O	7.8725	4.8712	20.9726
O	2.8212	1.7328	15.4655
O	2.9608	9.7101	10.0638

Results
free energy: -81334.280 eV
free energy less fixed offsets of As -2657.37, O -447.96, Si -113.29 eV per atom: -1.280 eV
gap between the highest filled and lowest empty level on this k mesh: 1.534 eV

The program warned: the cutoff lies below the one the program advises for these potential files; the model core charge is not resolved on the grid; the forces do not sum to zero within the program's tolerance; the exchange-correlation potential is rough where the density is thin.
